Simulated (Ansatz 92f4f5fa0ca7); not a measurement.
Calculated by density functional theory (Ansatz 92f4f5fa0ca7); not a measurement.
Periodic cell of 247 atoms, Si165O82, from a study of silicon, its oxide and their interface. The atomic structure is a simulated model.
Doubt: the cutoff is far below the 930 eV that the study's wrapper takes by default for these files, so forces and energies are approximate.
This geometry differs little from another in the collection (a relaxation step or a small displacement).

Settings: functional PBE; potential files Ansatz PAW; basis plane waves; wave-function cutoff 580 eV; density cutoff ratio 5; exchange-correlation grid ratio 1; k mesh 1 x 1 x 1, Gamma-centred; self-consistency stop 5e-08 eV per atom in the density residual; occupations fixed; spin none; net charge 0.

Cell vectors (angstrom)
a  10.938  0  0
b  0  10.938  0
c  0  0  36.9507

Atoms and the computed forces on them: element, x, y, z (angstrom), force x, y, z (eV/angstrom)
Si  0  0  0.683  -0.0535  0.0124  0.0008
Si  5.469  0  0.683  -0.0097  -0.0123  -0.0083
Si  2.7345  2.7345  0.683  -0.0319  -0.0017  -0.003
Si  8.2035  2.7345  0.683  -0.0066  -0.0469  -0.0054
Si  0  5.469  0.683  -0.0248  -0.0197  -0.0124
Si  5.469  5.469  0.683  -0.0459  -0.0009  0.0005
Si  2.7345  8.2035  0.683  0.0001  -0.028  -0.0061
Si  8.2035  8.2035  0.683  -0.0156  -0.0217  -0.02
Si  1.3673  1.3673  2.0503  0.0468  0.0461  0.1021
Si  6.8362  1.3673  2.0503  -0.0298  0.0691  -0.1745
Si  4.1018  4.1018  2.0503  -0.0076  0.0504  0.0921
Si  9.5708  4.1018  2.0503  -0.021  0.0801  -0.2047
Si  1.3673  6.8362  2.0503  0.0779  0.0136  -0.1522
Si  6.8362  6.8362  2.0503  0.0387  0.0493  0.0548
Si  4.1018  9.5708  2.0503  0.0444  0.0734  -0.1355
Si  9.5708  9.5708  2.0503  0.0379  -0.0415  0.0129
Si  2.7345  0  34.8992  -0.0239  -0.0277  -0.1247
Si  8.2035  0  34.8992  -0.0401  -0.0578  0.0859
Si  0  2.7345  34.8992  -0.0759  -0.0573  0.1659
Si  5.469  2.7345  34.8992  -0.0502  -0.0335  -0.1361
Si  2.7345  5.469  34.8992  -0.0311  -0.0307  0.1436
Si  8.2035  5.469  34.8992  -0.0272  -0.0708  -0.119
Si  0  8.2035  34.8992  -0.0171  -0.0644  -0.1618
Si  5.469  8.2035  34.8992  -0.0126  -0.0197  0.1384
Si  4.1018  1.3673  36.2664  0.035  0.0011  -0.0073
Si  9.5708  1.3673  36.2664  -0.0048  0.0535  0.0018
Si  1.3673  4.1018  36.2664  0.0257  -0.0036  0.0028
Si  6.8362  4.1018  36.2664  0.033  0.0086  0.0017
Si  4.1018  6.8362  36.2664  0.0178  0.021  -0.0007
Si  9.5708  6.8362  36.2664  0.049  -0.0077  -0.0078
Si  1.3673  9.5708  36.2664  0.0444  0.0022  -0.0023
Si  6.8362  9.5708  36.2664  -0.0189  0.0589  0.0103
Si  -1.375  -1.5295  27.8969  0.0029  -0.0176  -0.0203
Si  4.9863  0.518  26.9936  -0.0212  0.0054  0.0311
Si  3.1638  2.1745  27.0156  0.0072  -0.0209  0.0189
Si  7.5207  3.1509  26.9813  -0.0369  -0.0068  0.0447
Si  -0.4355  5.8379  26.7899  -0.0131  0.021  0.0382
Si  5.8382  4.957  26.9012  0.0057  -0.0405  0.0419
Si  2.2916  8.7341  26.8119  -0.0252  0.0258  0.014
Si  8.7706  7.5122  26.607  0.0202  -0.0046  0.0375
Si  1.3317  1.184  28.0687  0.0017  -0.0055  -0.0296
Si  6.7114  1.3987  28.2955  0.0124  0.0473  -0.0666
Si  4.112  3.9908  28.1817  0.0204  0.0091  -0.0598
Si  9.4813  4.0686  28.0004  0.0015  0.0156  -0.0303
Si  1.3621  6.848  27.9499  -0.0186  0.0049  -0.0242
Si  6.9067  6.7568  27.9536  -0.0015  -0.0009  -0.0085
Si  4.0324  9.6201  28.1292  -0.0046  0.0116  -0.0331
Si  11.3728  10.324  26.7133  0.0347  -0.019  0.014
Si  2.6794  -0.0456  29.5793  -0.0004  -0.007  0.0694
Si  8.2123  -0.0931  29.3163  0.0015  -0.0087  0.0138
Si  -0.0448  2.6698  29.3077  -0.0017  0.0016  0.0147
Si  5.4104  2.7344  29.692  -0.0064  -0.0159  0.1012
Si  2.6987  5.4523  29.3438  -0.0033  0.0043  0.0146
Si  8.1963  5.4397  29.4662  0.0035  -0.0034  0.0648
Si  -0.023  8.1436  29.415  0.0064  0.0083  0.0539
Si  5.4874  8.1608  29.2951  0.0046  -0.0038  0.0119
Si  4.0267  1.3347  30.946  0.0138  0.0218  -0.0739
Si  9.5559  1.3075  30.7203  0.0018  -0.0027  0.0129
Si  1.3203  4.068  30.711  0.0017  0.0016  0.0161
Si  6.8444  4.1189  30.9044  -0.0089  -0.0061  -0.0665
Si  4.1027  6.812  30.7131  -0.0002  -0.0045  0.0131
Si  9.5642  6.8038  30.8163  -0.0072  -0.0022  -0.0366
Si  1.3129  9.4972  30.8551  0.0021  -0.0007  -0.0445
Si  6.8255  9.523  30.7224  0.0045  0.0015  0.0153
Si  -0.0329  -0.0182  32.1635  0.0043  0.0011  0.0101
Si  5.4738  -0.0541  32.1679  -0.0002  -0.0009  0.0134
Si  2.6645  2.7569  32.1939  0.0024  -0.0086  0.0104
Si  8.2199  2.6849  32.1594  -0.0007  -0.0002  0.0106
Si  -0.0052  5.4276  32.1498  -0.0042  0.0014  0.0095
Si  5.4439  5.4938  32.1813  0.0019  -0.0002  0.0121
Si  2.7402  8.1491  32.1522  -0.0036  0.0043  0.009
Si  8.1884  8.1922  32.1469  0.0014  -0.0058  0.0124
Si  1.3334  1.3546  33.5384  -0.0089  0.0071  0.0029
Si  6.8294  1.3439  33.5271  0.0076  -0.0071  0.0051
Si  4.0833  4.1043  33.5335  -0.0058  0.0088  0.0016
Si  9.5675  4.0755  33.5284  0.0011  -0.0045  0.0035
Si  1.3613  6.8038  33.5239  0.0055  -0.0033  0.0038
Si  6.8277  6.8437  33.536  -0.0037  0.0044  0.0023
Si  4.0904  9.5386  33.5291  0.0036  -0.0076  0.0044
Si  9.5465  9.56  33.53  -0.0023  0.0054  -0.0003
Si  2.7538  0.0023  3.416  -0.0002  -0.0034  -0.0029
Si  8.1977  0.0084  3.399  -0.0007  0.0057  0.0005
Si  0.0068  2.7701  3.4089  -0.0033  -0.0001  0.0006
Si  5.4843  2.7407  3.4119  0.0018  0.0018  -0.0019
Si  2.7431  5.4966  3.4241  -0.0007  0.0024  -0.0022
Si  8.2175  5.4714  3.412  0.0017  -0.0061  -0.0013
Si  0.0233  8.2059  3.41  0.0046  0.0022  -0.0031
Si  5.477  8.2283  3.4151  -0.0031  0.0005  0.0011
Si  4.1222  1.3787  4.7764  0.0003  0.0013  -0.0109
Si  9.5576  1.3956  4.7293  0.0038  0.0005  0.0019
Si  1.3478  4.162  4.7905  0.0026  -0.0019  -0.0083
Si  6.8477  4.1129  4.7747  -0.0037  0.0003  0.0017
Si  4.1087  6.8829  4.7904  -0.0026  0.0067  -0.0035
Si  9.6067  6.8293  4.7641  -0.0016  -0.0012  -0.0038
Si  1.4078  9.5551  4.7761  -0.0007  -0.0017  -0.0005
Si  6.8305  9.6094  4.7848  0.0018  -0.0032  -0.006
Si  0.0249  0.0407  6.0255  -0.0035  0.0066  0.0207
Si  5.4677  0.0309  6.203  0.009  -0.0046  -0.0039
Si  2.746  2.7817  6.0744  -0.0011  0.008  0.0196
Si  8.1991  2.7275  6.1415  0.0067  0.0007  -0.0059
Si  0.0005  5.5156  6.2339  -0.004  -0.0068  -0.0085
Si  5.4953  5.5144  6.1092  -0.0066  -0.0127  0.0241
Si  2.7582  8.2223  6.2277  0.0034  -0.0003  -0.0096
Si  8.2497  8.2283  6.0601  -0.0124  0.0005  0.0127
Si  1.3856  1.3847  7.3869  -0.0075  -0.0135  -0.02
Si  6.8276  1.4191  7.5718  0.0015  0.0048  -0.0048
Si  4.0752  4.1783  7.4335  0.0072  -0.0015  -0.0372
Si  9.566  4.0578  7.5298  -0.0069  -0.0082  0.0024
Si  1.3792  6.8941  7.6476  0.005  0.0123  0.0066
Si  6.9173  6.8764  7.4352  0.0003  0.0125  -0.0196
Si  4.1252  9.6092  7.6196  -0.0003  -0.0168  -0.0056
Si  9.6099  9.6328  7.3649  0.0128  -0.0077  -0.0068
Si  2.7238  0.1307  8.8814  0.0016  0.0194  0.0075
Si  8.2896  0.0153  8.7869  -0.0002  0.0052  -0.0001
Si  0.0724  2.7093  8.8404  0.0057  0.0173  0.0048
Si  5.3893  2.8296  8.8498  0.0001  0.0111  0.0298
Si  2.7609  5.4725  8.9676  -0.0136  -0.013  0.0069
Si  8.1226  5.372  8.8373  -0.0318  -0.0159  -0.0008
Si  0.1125  8.5065  8.858  -0.0153  -0.0021  0.0062
Si  5.5877  8.2083  8.867  -0.009  0.0016  -0.0087
Si  3.6084  1.9365  10.0804  0.0159  0.0077  0.0047
Si  10.0757  0.9092  10.0237  0.0404  -0.0313  -0.0162
Si  1.8424  3.6003  10.1396  0.0176  -0.0114  -0.0395
Si  6.2131  4.6756  10.0223  -0.0257  0.0089  -0.0292
Si  4.6165  6.4422  10.0678  0.0378  -0.0241  0.0034
Si  9.6758  7.5069  10.4105  0.016  -0.0095  0.0084
Si  0.971  10.2898  10.2231  -0.0472  0.024  -0.0235
Si  7.1968  9.3958  10.1623  0.0124  -0.0087  0.0113
O  6.3529  4.6209  11.6773  0.0033  0.0039  0.0162
O  4.5498  6.7538  11.7009  -0.0155  0.0157  0.0198
O  10.6919  7.2795  11.656  0.0044  -0.0033  0.0112
O  2.2653  7.378  12.6853  -0.0062  0.0008  -0.0003
O  9.1613  6.0277  9.9544  0.036  0.0303  0.0253
O  8.3527  -2.5387  10.8227  0.0004  0.0101  0.0017
O  9.585  1.1656  11.5884  -0.0075  -0.0021  0.0279
O  1.4271  3.7745  11.7451  -0.0248  0.0087  0.0515
O  8.7617  7.4092  24.8762  -0.0052  0.0001  -0.0205
O  7.6053  2.4772  25.4342  0.0053  -0.0023  -0.0206
O  5.302  5.4607  25.3925  -0.0112  0.0009  -0.0358
O  13.8328  8.5392  25.2712  0.0086  0.0086  -0.0263
O  10.8612  10.4678  25.1166  0.0021  0.0023  -0.0305
O  -0.2757  5.5876  25.1087  0.0157  -0.0169  -0.0211
O  4.524  9.9001  23.5177  -0.0121  0.0019  0.009
O  -16.2091  -10.7542  25.5092  0.0076  -0.0002  -0.0197
Si  11.2575  4.0188  12.9234  0.0179  0.0097  -0.0052
Si  0.6881  7.0547  12.9481  0.0033  -0.0072  -0.0266
Si  3.8621  7.6578  12.8624  0.0074  0.0059  -0.013
Si  4.0564  6.9973  21.8436  -0.0015  0.0028  -0.0036
Si  -2.5735  13.3288  19.6612  0.0002  0.0016  -0.0023
Si  3.0852  2.7314  24.0144  -0.0024  0.0173  0.0158
Si  9.3044  8.8491  16.4226  -0.0031  0.001  0.0005
Si  9.2716  5.9317  24.2755  -0.0107  0.0161  0.0256
Si  4.1405  1.43  12.3264  0.0062  -0.0032  -0.0078
Si  -0.3382  1.7796  14.7353  0.0016  0.0032  0.0012
Si  8.9331  2.2823  12.5639  -0.0132  0.0058  -0.0159
Si  11.9449  8.7744  15.2709  0.0107  -0.0066  -0.0053
Si  5.0484  4.9475  23.8633  0.0032  -0.014  0.0289
Si  9.264  5.8846  17.0127  -0.0056  -0.0096  -0.0034
Si  3.1037  9.1405  23.7708  0  0.0161  0.0323
Si  6.7533  4.5426  15.7847  -0.003  -0.0087  -0.0078
Si  10.8542  8.6412  21.1596  -0.0052  -0.0012  0.0053
Si  6.0163  -2.0986  20.1188  -0.0059  0.0003  -0.0113
Si  5.1804  7.363  15.7806  -0.0062  0.0021  -0.005
Si  12.5845  -0.1124  13.3265  0.0164  0.004  -0.0167
Si  5.2435  11.302  23.9531  -0.0045  -0.0079  0.0163
Si  0.0511  1.8289  17.8524  0.001  -0.001  -0.0013
Si  2.6523  6.9534  17.3151  0.0039  0.0034  -0.0101
Si  0.314  -0.5406  23.5319  -0.0048  -0.0012  0.0355
Si  1.774  6.4706  20.0873  -0.0001  0.0019  -0.0019
Si  6.3022  3.493  12.8352  -0.0138  -0.0149  0.003
Si  6.1706  1.8875  17.3383  -0.0062  -0.0019  -0.0087
Si  9.3203  14.9522  21.9346  -0.0071  0.0074  0.0114
Si  6.7034  0.4467  21.3932  0.0002  0.0083  0.0011
Si  1.4804  0.1538  19.7341  0.0013  0.0021  -0.0013
Si  6.7512  10.1614  15.508  -0.0149  0.011  -0.0145
Si  7.5992  3.5012  24.1758  -0.0064  0.0113  0.0475
Si  5.4083  10.4282  12.6128  -0.0059  0.0007  0.0076
Si  8.6128  7.8678  19.1297  0.0048  -0.0008  0.0019
Si  0.688  2.0338  22.0559  0.0058  -0.0037  0.0004
Si  4.6121  0.3183  19.3  -0.0025  0.0002  -0.0094
Si  1.0645  4.6652  17.8936  0.0016  0.0015  -0.001
O  6.4787  -0.7577  11.4084  -0.0016  -0.0055  -0.0064
O  6.6092  11.5141  16.4376  0.0017  0.0036  0.0119
O  7.3402  2.3473  12.2863  0.0101  -0.0034  -0.0027
O  9.4269  8.2978  20.4641  -0.0068  -0.0024  -0.0022
O  5.1034  6.1594  22.7758  -0.0071  0.0105  -0.0045
O  1.9427  -0.7025  23.4234  0.0103  -0.0023  0.0015
O  -2.9438  1.2329  20.7694  0.0031  0.001  0.006
O  4.3923  7.2447  14.349  0.0058  -0.0014  0.0135
O  2.7621  1.0669  13.1754  -0.0166  -0.017  0.0018
O  10.7939  14.3231  21.717  0.0052  -0.0033  0.013
O  9.2122  7.234  16.0754  0.0003  0.0011  -0.0016
O  8.9995  6.3872  18.5531  0.0007  0.0019  0.0047
O  13.4844  24.5067  25.5418  0.0087  -0.0016  -0.0349
O  8.3275  9.7449  15.4849  0.0088  -0.003  0.0037
O  -2.4285  3.8264  20.5  -0.0015  -0.0033  -0.0018
O  7.2322  2.3382  18.4992  0.0026  0.0002  0.0066
O  1.881  2.4933  23.008  0.013  0.0012  0.0099
O  6.8391  4.1823  14.1985  0.0045  0.0061  0.0184
O  8.1017  4.9255  24.8216  0.001  -0.0141  0.0024
O  9.395  16.475  22.6495  0.0053  -0.0154  -0.0219
O  1.0137  5.1658  19.4601  0.0019  0.0021  0.0051
O  8.8917  9.019  17.9963  0.0013  0.0018  0.0062
O  -1.1629  2.0981  18.905  0.0013  -0.0013  0.0027
O  10.5903  9.1306  22.7092  0.0042  0.0008  -0.0014
O  1.2896  12.4048  20.6665  -0.0033  -0.0051  0.0012
O  0.2944  0.4954  13.9797  -0.0013  0.0013  0.0033
O  4.2772  9.2233  12.6057  0.0017  -0.0125  -0.0031
O  6.5471  0.6566  23.0078  0.0062  0.0012  -0.0004
O  9.7486  3.7014  12.3266  -0.0043  -0.0052  -0.0027
O  10.8136  -1.4943  16.2283  -0.0019  -0.0012  0.0011
O  0.5405  3.0812  14.2506  -0.0033  -0.0066  0.0044
O  5.9609  8.7881  15.9491  0.0026  -0.0054  0.0021
O  6.8739  -1.1592  21.1492  0.0002  -0.0049  0.009
O  10.7185  5.1678  17.0233  0.0031  0.0011  0.0068
O  4.8654  8.0064  20.8772  0.0088  0.0045  0.0056
O  3.049  7.8667  22.779  0.0035  -0.01  -0.0025
O  3.5953  4.2475  23.7338  0  -0.0314  0.0202
O  6.2402  10.5285  14.0131  0.0079  -0.0049  0.0104
O  8.2335  4.7383  16.4626  0.0074  0.007  0.0073
O  4.2014  7.3137  17.0771  -0.0113  -0.006  0.0064
O  6.1568  3.8032  23.4906  -0.0128  0.0046  -0.0019
O  0.4883  5.5313  13.4589  -0.0004  0.0118  -0.0041
O  1.8107  7.6981  16.1567  0.0022  0.0076  0.0092
O  4.7842  1.3985  18.0801  0.0002  -0.0019  0.0073
O  0.823  0.4651  18.2781  0.001  0.0026  0.0032
O  11.6853  9.7999  20.3754  0.004  0.0066  0.0007
O  0.1427  8.0486  14.0978  0.0111  -0.0003  0.0148
O  2.0873  9.7563  14.5113  -0.008  -0.0145  0.0141
O  3.1145  6.0277  20.9192  -0.0073  -0.0031  0.0031
O  5.313  0.9426  20.6545  0.002  -0.0023  0.0069
O  5.3781  -1.1013  18.981  0.0013  -0.0003  0.0079
O  4.8418  2.7748  13.017  0.0181  0.0158  0.0037
O  0.787  -3.6703  21.0985  0.007  -0.0014  0.0041
O  7.0238  7.7728  19.441  -0.0026  0.0025  0.0072
O  8.6158  3.0201  23.0264  0.0079  -0.0014  -0.0039
O  1.1308  3.0522  17.8705  -0.0007  0.0025  0.0046
O  2.1886  7.4365  18.8116  0.001  -0.0038  0.0035
O  10.782  0.8496  22.8111  0.0098  0.0074  0.0061
O  1.3228  10.1322  11.8659  0.0089  0.0026  0.0372
O  6.0764  6.0132  15.9281  0.0003  0.0047  0.0006
O  3.0689  -0.0782  19.5503  0.0007  0.0034  0.0073
O  2.3975  5.3323  17.2103  0.0038  0.0084  0.0018
O  5.9651  3.2663  16.4698  0.004  -0.001  0.0054
O  9.0833  1.888  14.1408  0.0047  -0.002  0.014
O  -0.4849  1.6477  16.3331  0.0008  -0.001  0.0086
O  4.2359  12.5566  23.7825  -0.0045  0.0065  0.0064

Results
free energy: -151526.840 eV
free energy less fixed offsets of O -568.88, Si -635.61 eV per atom: -3.030 eV

The program warned: the cutoff lies below the one the program advises for these potential files; the exchange-correlation potential is rough where the density is thin.
